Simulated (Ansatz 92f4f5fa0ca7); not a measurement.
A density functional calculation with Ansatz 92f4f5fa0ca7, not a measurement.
Periodic cell of 168 atoms, Si98O70, from a study of silicon, its oxide and their interface. The atomic structure is a simulated model.

Settings: functional r2SCAN; potential files Ansatz norm-conserving; basis plane waves; wave-function cutoff 1300 eV; density cutoff ratio 4; exchange-correlation grid ratio 1; k mesh 2 x 2 x 1, shifted by 0.5 0.5 0.5 of a step; self-consistency stop 5e-08 eV per atom in the density residual; occupations Fermi-Dirac, 0.05 eV; spin none; net charge 0.

Cell vectors (angstrom)
a, 11.54, 0, 0
b, 0, 11.54, 0
c, 0, 0, 20.8901

Atoms: element, x, y, z (angstrom)
Si, 0.3012, -0.4147, -0.1691
Si, -0.1104, 4.2407, -0.1585
Si, -0.341, 6.8311, -0.2865
Si, 3.638, 0.4174, 0.5057
Si, 3.2189, 3.3329, 0.1396
Si, 3.2316, 8.7092, 0.2507
Si, 7.2455, -0.8542, -0.0849
Si, 7.2393, 4.9025, -1.0829
Si, 7.49, 7.8259, 0.1926
Si, 1.657, -0.1949, 1.5569
Si, 1.4924, 3.6892, 1.6198
Si, 1.3924, 7.6004, 1.6083
Si, 5.6731, 0.1405, 1.4377
Si, 5.0243, 4.519, 1.1752
Si, 5.3222, 7.8295, 1.1852
Si, 9.8279, -0.0741, 1.0652
Si, 9.4421, 3.9405, 1.1454
Si, 9.5985, 7.7431, 1.2938
Si, 1.6614, 1.681, 2.7892
Si, 2.0116, 5.747, 2.8917
Si, 1.9596, 9.4477, 2.8222
Si, 6.0051, 2.2954, 2.4519
Si, 5.5602, 5.8767, 2.8212
Si, 5.5129, 9.4338, 2.7724
Si, 9.612, 1.9175, 2.3849
Si, 9.491, 5.8103, 2.4301
Si, 9.5934, 9.6369, 2.5715
Si, -0.325, 2.0786, 4.0453
Si, -0.2482, 5.9084, 3.9958
Si, -0.0624, 9.6303, 4.1723
Si, 4.0086, 1.7684, 3.4512
Si, 3.7643, 5.751, 4.4929
Si, 3.651, 9.7143, 4.2852
Si, 7.993, 2.0311, 3.9076
Si, 7.5897, 5.8158, 4.1722
Si, 7.6763, 9.4684, 4.1004
Si, 0.1385, 0.0723, 5.3806
Si, -0.1627, 4.0311, 5.3514
Si, 0.3059, 7.7726, 5.6405
Si, 4.061, 0.1505, 5.1041
Si, 3.9606, 3.6918, 4.7814
Si, 3.7753, 7.9153, 5.7765
Si, 7.8857, 0.1138, 5.3209
Si, 7.7358, 4.0031, 5.4738
Si, 8.0238, 7.7619, 5.4492
Si, 2.323, 0.0377, 6.7926
Si, 1.9862, 3.9112, 6.1093
Si, 2.1253, 7.707, 7.3201
Si, 5.7714, -0.0882, 6.4242
Si, 5.6822, 3.8122, 6.4691
Si, 5.7591, 7.4603, 7.0597
Si, 9.7239, -0.2133, 6.6169
Si, 9.6156, 4.0945, 6.9572
Si, 9.7769, 7.8586, 6.7935
Si, 2.1395, 2.141, 7.9313
Si, 2.1732, 5.3965, 7.7706
Si, 1.955, 9.2426, 9.0895
Si, 6.0199, 1.8396, 7.6365
Si, 5.5945, 5.1621, 8.207
Si, 5.5909, 9.7297, 7.9366
Si, 9.7009, 1.9836, 7.8526
Si, 9.615, 5.5185, 8.7737
Si, 9.5737, 9.9247, 8.3183
Si, -0.2745, 1.4666, 9.7933
Si, 0.165, 5.4638, 10.0451
Si, -0.139, 10.1561, 9.7594
Si, 4.1826, 1.7029, 9.0524
Si, 3.727, 5.2733, 9.6826
Si, 3.5295, 10.6452, 8.5032
Si, 7.973, 1.9916, 9.1323
Si, 7.6993, 4.8832, 9.6039
Si, 7.9958, 10.388, 9.9658
Si, -3.1027, 0.6987, 13.9067
Si, -0.6554, 2.8695, 11.7931
Si, 7.4766, -4.1084, 14.0203
Si, 4.5212, 3.1865, 11.5351
Si, 8.7602, 3.5412, 12.9227
Si, 7.9448, -1.7663, 12.3731
Si, 8.8157, 1.6437, 16.9228
Si, 6.3107, -2.6134, 16.4112
Si, 4.5332, -0.3868, 15.8578
Si, 9.5014, 5.6434, 15.2616
Si, 6.9467, 4.946, 12.5067
Si, 11.5623, 0.697, 13.5653
Si, 13.9337, 7.5351, 11.2133
Si, 1.1062, 2.3224, 15.7128
Si, 0.8733, -2.2463, 19.0807
Si, 11.0843, -2.1483, 12.6556
Si, 12.4272, 5.3221, 15.7901
Si, 13.0996, 7.5746, 13.9443
Si, 16.4464, 4.5547, 16.165
Si, 11.5226, 1.966, 18.4326
Si, 14.4864, 4.8778, 18.1777
Si, 2.1803, 9.4088, 16.4203
Si, 3.9069, 2.1959, 14.3608
Si, 6.5387, 11.3097, 17.9877
Si, 15.7749, -4.3694, 17.2157
Si, 7.773, 16.0226, 17.4996
O, -3.0472, 0.2151, -0.2183
O, 1.0515, -1.7397, -3.2469
O, -3.2527, 4.0514, -0.1092
O, -0.1333, 7.9565, -1.5313
O, 0.7128, 15.3474, -5.5226
O, 4.5186, -5.3768, -4.9319
O, 2.2436, -2.9468, -1.205
O, 3.926, 1.9092, -0.306
O, 2.7024, 4.0901, -1.2003
O, 5.5599, 7.9949, -3.3456
O, 8.6587, 14.7925, -3.6874
O, 7.6794, 1.0408, -2.9135
O, 10.3767, 1.3523, -3.5151
O, 5.8924, 4.4474, -0.3563
O, 7.4037, 6.6267, -0.8821
O, 7.9008, 9.2161, -0.3766
O, 7.3176, -0.6076, 13.4811
O, 1.0722, 2.0015, 9.0624
O, -2.0004, 6.9989, 8.1246
O, 0.4427, 1.931, 12.6379
O, -0.3537, 9.2102, 11.0816
O, 3.9545, 0.146, 9.7177
O, 5.1336, 2.3063, 10.3563
O, 8.9913, 6.9226, 14.395
O, 3.3233, 4.1169, 10.806
O, 2.598, 9.041, 10.7081
O, 5.5483, 4.2492, 12.3107
O, 11.387, 0.0722, 10.3205
O, 7.7907, 3.2429, 10.2637
O, 6.4728, -1.8675, 9.3012
O, 11.3461, 4.5013, 11.5235
O, 8.1569, 11.9893, 9.8924
O, 7.1105, 8.4657, 12.7723
O, 0.0702, 1.0753, 15.1172
O, 1.5944, -5.3717, 14.6194
O, 3.7473, 6.7247, 10.6053
O, 1.0312, 4.6842, 8.8385
O, 6.9623, -3.6011, 15.4065
O, 6.6618, -5.3715, 13.498
O, 9.4292, 4.1539, 14.4178
O, 1.0952, 6.7821, 10.5919
O, 7.2876, 5.7088, 11.0597
O, 7.7677, 2.2331, 13.4444
O, 9.562, -2.1691, 12.8719
O, 12.0072, -0.8053, 13.1846
O, 8.6422, 5.66, 16.6702
O, 5.0275, 0.0253, 17.3338
O, 7.2994, -1.5021, 17.159
O, 2.4658, 1.9921, 14.9067
O, 4.805, 0.7565, 14.7312
O, 6.3184, 4.1157, 16.7682
O, 11.0239, 5.9973, 15.4795
O, 11.705, 8.0134, 13.2716
O, 13.1357, 5.3537, 17.2355
O, 9.8994, 0.2816, 13.4748
O, 12.5906, 2.4229, 17.2511
O, 8.5234, 0.9297, 15.5
O, 11.9552, 0.7056, 19.426
O, 3.0774, -0.8218, 16.0886
O, 4.3942, 3.7552, 14.8023
O, 3.7216, -1.2168, 20.6729
O, 5.2663, -1.8204, 15.3933
O, 13.2721, -2.7144, 14.9585
O, 14.1272, 7.6186, 12.7743
O, 15.4201, 2.1717, 12.7519
O, 6.3032, 10.7311, 19.5119
O, 14.4567, -3.4703, 17.0578
O, 11.2567, -8.2173, 19.3487
O, 15.4601, 6.2028, 18.463
O, 15.3661, 3.9148, 17.2677

Results
free energy: -43994.638 eV
free energy less fixed offsets of O -463.61, Si -117.95 eV per atom: 17.162 eV
pressure: -0.77 GPa
stress xx, yy, zz, yz, xz, xy (GPa, positive in tension): -0.61, 1.52, 1.42, 0.53, 2.18, 0.26

Forces (eV/angstrom), in the order of the atoms: element, x, y, z
Si, -1.4045, 0.0619, -3.3145
Si, -0.8898, 0.0538, 0.698
Si, 0.6625, 1.9124, 0.2437
Si, 1.0246, -1.9807, -1.3776
Si, 0.4261, 0.8051, 0.1236
Si, -1.2529, 1.1677, -2.8537
Si, 0.1395, 1.5324, -0.5641
Si, 1.6917, 1.8945, 1.4622
Si, -0.3493, -2.6837, 1.6421
Si, 1.082, 0.7252, 0.3245
Si, 0.3174, 0.4109, -0.7928
Si, 0.9968, -0.5657, -1.4637
Si, 1.4425, -1.2104, 1.6659
Si, 1.6227, -2.9806, -2.524
Si, 0.5217, -0.696, 0.0502
Si, -1.8309, 0.7514, -1.9656
Si, 0.0806, -0.1605, -2.6277
Si, -0.4587, -1.2549, -1.0687
Si, -0.3602, 1.3961, 0.7122
Si, -1.2518, -0.379, -0.0895
Si, -2.116, 0.1053, 0.5102
Si, 0.5489, -0.2585, -0.8522
Si, -0.2461, 2.2525, 0.9398
Si, 0.6516, 1.9376, 1.0708
Si, 0.7166, 0.0237, -1.073
Si, -0.6807, 0.3072, 2.8654
Si, 0.229, -0.0137, 1.245
Si, 1.5296, -0.7746, 0.9215
Si, 1.5297, -0.0335, 0.0577
Si, 0.6174, 0.3059, -0.6454
Si, -0.8096, 0.468, 0.7399
Si, -0.2185, 4.1627, -2.4185
Si, 1.4313, -2.1739, -1.1699
Si, -2.343, 0.4414, 1.3574
Si, 1.1267, 1.1134, -2.1486
Si, -0.5034, 2.4216, -1.894
Si, -0.2252, -0.139, 0.6774
Si, -0.7203, 0.0675, -0.1374
Si, -1.2443, -0.2928, -0.2467
Si, -1.957, 1.492, 0.3829
Si, -0.1969, -2.8012, 2.36
Si, 1.2082, -1.4679, -0.3115
Si, -1.0241, -1.3035, -1.2572
Si, 0.9161, -1.2271, -0.2514
Si, -2.7474, -1.7446, 0.4784
Si, -0.5906, 1.4056, -1.8406
Si, 0.9509, -1.881, 0.8975
Si, -1.5157, -0.5172, -0.4853
Si, 3.2106, 0.1639, 0.2488
Si, -0.5484, -1.7058, -1.1308
Si, 0.6021, 0.8841, -0.643
Si, 0.2313, 2.7122, 0.5274
Si, 0.6126, -0.6565, -0.8536
Si, 1.2391, 2.2071, 1.0566
Si, 1.9315, 0.5616, -2.1782
Si, 0.1936, 0.3163, 2.5283
Si, -0.2392, 0.6456, 1.7628
Si, -0.1412, -0.0729, 0.9643
Si, 1.3713, 2.0719, 1.7906
Si, 0.1911, -1.6154, 0.1509
Si, 2.0358, -1.3531, -0.2101
Si, 2.4243, 0.4642, -0.1908
Si, 0.5978, -1.8426, -0.3799
Si, -1.9828, 7.7082, -2.5111
Si, 0.1544, -1.1779, 2.0072
Si, 0.2254, -4.275, -1.1702
Si, 1.6999, -0.4699, 1.1072
Si, -0.0465, 2.0209, 0.3313
Si, 0.3853, -0.5333, 0.2565
Si, -2.3244, -1.4509, 1.2502
Si, -3.2471, -0.5759, 3.4389
Si, -2.846, -1.5391, -0.6433
Si, -3.3551, 0.767, 0.0106
Si, -0.18, 1.5367, -1.4526
Si, 0.7252, -0.1813, -1.4022
Si, -0.8293, 0.5846, 3.0085
Si, -0.0809, -1.0009, 2.9426
Si, 1.6083, 0.8998, 1.5369
Si, -0.2486, -0.779, 1.2758
Si, -0.3919, 1.8933, 0.4422
Si, 2.9555, -0.5092, -1.8074
Si, -1.2389, -1.0923, -1.1109
Si, 1.0099, 1.3705, -2.1178
Si, -2.9541, -2.291, 0.5558
Si, 2.6551, -1.2033, -1.0743
Si, -0.8797, -2.1416, -3.0206
Si, -0.0319, -2.9272, 5.6711
Si, 3.0211, -0.1306, 1.2113
Si, 0.1685, 0.1993, -0.8569
Si, -1.6703, 2.0127, 1.0238
Si, -2.3608, -0.929, -0.9426
Si, -0.2766, -1.0522, -0.3107
Si, -0.6864, 0.0991, 1.6064
Si, -0.1096, -1.3784, -0.2477
Si, 2.9947, 0.0781, -0.6618
Si, 1.7708, -0.1889, 0.2946
Si, -0.5833, -0.0104, 0.2132
Si, -1.2932, 2.2951, -0.9928
O, 1.8907, -1.0107, 2.5296
O, 1.1944, 0.5127, -4.6711
O, 0.8778, 0.3517, 0.6109
O, -0.2135, -0.3532, -0.0159
O, -0.308, 0.1512, -1.506
O, 0.6441, -1.2442, 0.1593
O, 1.243, 0.2249, 1.097
O, -1.4389, -1.38, 0.5239
O, -0.2086, 1.8272, -3.2207
O, 0.5135, 1.1669, -0.4319
O, 1.6018, -3.1013, -0.6335
O, -1.5112, -1.6146, -0.6262
O, -0.9474, 0.8462, 1.6749
O, -1.8856, 0.6481, 1.0046
O, 0.103, -2.7626, -1.0579
O, 0.3411, 2.4693, -0.7048
O, 3.4325, 1.5867, -1.0102
O, -1.3596, -0.5792, 2.0919
O, -0.3293, -0.6922, 1.008
O, -0.1891, 0.5922, 0.108
O, 0.5279, 0.5512, -2.0697
O, -0.4997, 1.1477, -1.0821
O, -1.0743, 0.0551, -0.3777
O, -0.7097, -0.1083, -0.9235
O, 1.0724, -0.4228, -0.0498
O, -1.498, -0.3304, -1.9455
O, -2.1973, -2.4712, -1.2865
O, 0.7473, -2.3905, 2.4927
O, 0.455, 0.4262, -1.9346
O, 2.414, 1.8304, 1.5303
O, 0.8413, -0.0981, -2.3418
O, -0.8525, 2.0404, 0.2904
O, 0.901, -0.652, 0.764
O, 2.3899, 2.2651, 1.0218
O, 1.9413, -1.1188, 0.6372
O, -1.1068, -1.5315, -1.1875
O, -0.9811, 1.4247, 0.8809
O, 0.6635, -0.4553, 0.3465
O, -0.3848, -1.0995, 1.0131
O, -0.6461, 1.5799, -0.1339
O, -1.4066, -1.5802, -0.5388
O, 0.6718, -1.0374, -1.785
O, 2.2466, -1.7317, -0.7259
O, -4.9279, 0.6845, 0.3896
O, -0.0858, -1.2534, -0.8226
O, -0.8406, -0.8147, 0.3826
O, 2.4546, 0.5064, 1.0627
O, -1.9001, 0.0282, -0.1962
O, -1.614, -0.5325, 1.4792
O, -1.4204, 2.0118, 0.685
O, 0.8237, 1.0954, -0.2855
O, -0.8517, 0.2245, 2.1362
O, -0.9619, 0.463, -0.3815
O, 1.3283, -0.1386, 1.8787
O, 0.8144, 1.891, -1.3952
O, 0.4872, -1.3784, 4.2968
O, -0.086, 0.4824, 1.3384
O, -0.0909, 1.4471, 0.0806
O, -4.2458, -0.9417, 0.8096
O, 1.0339, -1.3592, 0.7396
O, -0.5518, 0.1987, 1.2111
O, 0.0462, 1.1199, 1.5771
O, 0.315, 0.7728, 1.9422
O, 1.4372, -0.5503, -0.274
O, 0.8524, 1.7806, -1.9675
O, -0.6757, 1.7697, -2.6188
O, 0.2005, 1.4316, -0.7543
O, 0.3397, -0.5791, -0.3133
O, -1.2828, -1.3705, 0.6244
O, 0.4418, -0.0044, -0.5108
